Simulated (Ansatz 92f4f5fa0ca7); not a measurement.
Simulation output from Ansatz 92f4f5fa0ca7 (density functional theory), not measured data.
Periodic cell of 268 atoms, Si148O120, from a study of silicon, its oxide and their interface. The atomic structure is a simulated model.
This geometry differs little from another in the collection (a relaxation step or a small displacement).

Settings
functional: r2SCAN
potential files: Ansatz PAW
basis: plane waves
wave-function cutoff: 800 eV
density cutoff ratio: 5
exchange-correlation grid ratio: 1
k mesh: 1 x 1 x 1, shifted by 0.5 0.5 0 of a step
self-consistency stop: 1e-10 eV per atom in the density residual
occupations: fixed
spin: none
net charge: 0

Cell vectors (angstrom)
a  10.88  0  0
b  0  10.88  0
c  0  0  37.6206

Atoms and the computed forces on them: element, x, y, z (angstrom), force x, y, z (eV/angstrom)
Si  0.1133  0.2194  -0.1563  -0.0015  0.0033  0.0021
Si  3.0252  2.5775  -0.0755  -0.0003  0.002  0.0046
Si  -0.3701  5.7831  -0.1565  0.0013  -0.0048  -0.0038
Si  3.1526  7.6708  -0.1297  0.0003  0.0025  0.0011
Si  5.1306  0.2379  -0.0865  0.0001  0.0027  0.0059
Si  7.5416  3.282  -0.0964  -0.0018  -0.0022  0.002
Si  5.4271  5.5294  0.2957  -0.0004  -0.0015  -0.0036
Si  8.3022  8.018  0.0236  -0.0039  0.0059  -0.0042
Si  1.3827  1.5132  1.2611  -0.0005  -0.0002  -0.0009
Si  4.0352  4.0825  1.4181  -0.0008  0.0009  0.0014
Si  1.3537  6.7738  1.1482  -0.0002  -0.0007  0.0004
Si  4.0404  9.4732  1.1762  0  0.0009  -0.001
Si  6.6813  1.4747  1.1988  0.0004  -0.0002  0.0008
Si  9.3709  4.1819  1.1453  -0.0001  -0.0005  -0.0007
Si  6.8403  6.9126  1.4711  -0.0018  0.0003  0.0008
Si  9.566  9.6568  1.1245  -0.0023  0.0021  -0.0004
Si  -0.0937  2.8272  2.5272  -0.0005  0.0009  0.0008
Si  2.6827  0.0005  2.558  0.0005  0.0005  0.0011
Si  0.0327  8.2358  2.5046  0.0017  0.0022  0.0021
Si  2.5993  5.4447  2.644  -0.0007  -0.0006  0.0019
Si  5.395  2.7125  2.7207  -0.0001  -0.0007  0.0015
Si  8.1357  0.0965  2.4909  -0.0017  0.0009  -0.0009
Si  5.3992  8.2675  2.6714  -0.0011  0.0018  0.0022
Si  8.1697  5.4722  2.7069  -0.0012  -0.0007  0.0031
Si  1.2556  4.1081  3.9832  -0.0008  0.001  0.0008
Si  4.0264  1.3284  3.989  -0.0005  0.001  0
Si  1.3349  9.55  3.939  -0.0012  0.0001  0.0002
Si  4.0188  6.8355  3.9462  -0.0004  0.0007  -0.0004
Si  6.784  4.0941  4.0148  -0.0006  0.0002  0.0003
Si  9.4805  1.417  3.8988  0  0  0.0004
Si  6.8004  9.6228  3.9396  -0.0002  -0.0006  -0.0001
Si  9.56  6.8729  3.9378  -0.0009  -0.0001  0.0017
Si  -0.0458  0.0311  5.2641  -0.0005  0.0006  0.0003
Si  2.6484  2.7215  5.2999  -0.0007  0.0001  0.0008
Si  -0.0333  5.4965  5.3453  -0.0002  0  0.0005
Si  2.6838  8.1913  5.3208  -0.0003  0.0007  0.0001
Si  5.4279  0.0249  5.3415  -0.0007  0.0005  0.0002
Si  8.1456  2.7317  5.3387  -0.0006  0.0005  0
Si  5.3902  5.4701  5.3022  -0.0008  0.0003  0.0008
Si  8.148  8.2086  5.2702  -0.0009  0.0013  0.0004
Si  1.3136  1.3536  6.6573  -0.0004  0.0006  0.0002
Si  4.0367  4.0923  6.6447  -0.0002  0.0008  0.0003
Si  1.3375  6.8295  6.6918  -0.0005  0  0.0001
Si  4.0671  9.5295  6.6767  -0.0003  0.0008  0.0002
Si  6.7817  1.3711  6.6943  -0.0003  0.0004  0.0001
Si  9.5017  4.1036  6.6834  -0.0005  0.0009  0.0002
Si  6.7806  6.8251  6.6301  -0.0008  0  0.0004
Si  9.4929  9.5486  6.6449  -0.0007  0.0003  0
Si  -0.0322  2.7031  8.0231  -0.0004  0.0005  0.0007
Si  2.6972  0.0154  8.0216  -0.0008  0.0007  0.0006
Si  -0.0356  8.1943  8.0212  -0.0007  0.0008  0
Si  2.6874  5.441  8.0206  -0.0006  0.0006  0.0003
Si  5.3984  2.7301  8.0091  -0.0008  0.0008  0.0002
Si  8.1397  -0.009  8.0336  -0.0007  0.0005  0.0004
Si  5.4248  8.155  8.0116  -0.0008  0.0004  0.0002
Si  8.1232  5.4566  8.0106  -0.0009  0  0.0001
Si  1.3579  4.0319  9.3622  -0.0009  0.0005  0.0007
Si  4.046  1.3838  9.3926  0.0001  0.0004  0
Si  1.3371  9.5398  9.3786  -0.0008  0.0002  0.0005
Si  4.0557  6.802  9.3612  -0.0006  -0.0005  0.0009
Si  6.7923  4.0489  9.3514  -0.0004  0.0012  0.001
Si  9.5006  1.3363  9.3981  -0.001  0.0002  0.0002
Si  6.78  9.501  9.3791  -0.0008  0.0009  0.0002
Si  9.4876  6.8161  9.367  -0.0001  0.0002  0.0009
Si  0.0101  0.0135  10.7731  0  0.0009  0.0003
Si  2.6929  2.713  10.8094  -0.0008  0.0011  -0.0014
Si  -0.0266  5.3884  10.6481  -0.0014  0.0008  0.0007
Si  2.6978  8.1783  10.7229  -0.0003  0.0012  0.0004
Si  5.4248  0.0055  10.7058  -0.0007  0  0.0005
Si  8.1254  2.6718  10.7528  -0.0003  0.0004  0.0005
Si  5.4015  5.3822  10.6536  -0.0015  -0.0002  0.0003
Si  8.1329  8.1551  10.7614  -0.0008  0.0002  -0.0003
Si  1.334  1.3643  12.214  -0.0029  -0.0015  0
Si  4.1194  4.0716  12.1154  0.0015  0.0028  -0.0011
Si  1.3677  6.6944  11.9729  -0.0026  -0.0007  -0.0005
Si  4.0384  9.5973  12.0719  0.0001  0.0008  -0.0003
Si  6.7695  1.2977  12.1352  -0.0025  0  0.0002
Si  9.5358  4.0331  12.0427  -0.0008  0.0014  0
Si  6.7309  6.7036  11.996  -0.002  -0.0001  0.0008
Si  9.5403  9.5153  12.1054  0.0013  0  0.0007
Si  -0.0153  2.798  13.5642  -0.0002  0.0009  0
Si  2.7364  0.0295  13.5969  -0.0004  0.0009  0.0008
Si  0.0063  7.9893  13.3097  -0.0011  0.0013  -0.0007
Si  2.7535  5.462  13.4266  -0.0008  -0.0006  0.0005
Si  5.4048  2.6571  13.5193  0.0009  -0.0013  0.0006
Si  8.1918  -0.0045  13.5205  -0.0007  0.0019  0.0007
Si  5.3552  8.1013  13.2693  0.0015  0.0012  -0.0002
Si  8.0825  5.308  13.3255  0.0002  0.0001  -0.0002
Si  1.6097  4.0041  14.8393  -0.0073  0.0043  0.0012
Si  3.8071  1.7021  15.0016  0.0028  -0.0049  -0.0027
Si  1.5103  9.1831  14.5988  -0.0006  0.0032  0
Si  3.8201  7.1014  14.7471  0.0002  -0.0015  0.0017
Si  6.9958  3.8093  14.7813  -0.0031  0.0011  -0.0024
Si  9.2858  1.6681  14.8951  0.0007  -0.0006  -0.0026
Si  7.0201  9.0784  14.5005  -0.0037  0.0015  0.0004
Si  9.2759  6.8068  14.5873  0.0006  -0.0038  0.0011
Si  -6.8047  -3.1845  21.3033  0.0002  -0.0008  -0.0002
Si  0.094  5.7569  16.9984  -0.0001  0  -0.0049
Si  3.041  11.2697  25.594  0.0001  0.0011  0.0051
Si  10.2079  -0.4708  16.6465  -0.0003  0.0021  -0.0034
Si  9.5236  2.0686  23.3906  -0.0003  -0.0024  -0.0033
Si  5.3362  12.0957  17.8164  0.0004  0.0028  -0.003
Si  7.1805  -0.9692  17.1399  -0.0003  0.0013  -0.0023
Si  5.733  5.7772  16.9055  -0.0011  -0.0001  -0.0045
Si  6.121  4.3211  26.5526  -0.0006  -0.0012  0.0006
Si  5.7861  5.5916  19.8925  0.0018  -0.0006  0
Si  3.3593  7.0111  24.0237  0.001  0.0006  -0.0021
Si  -2.4572  8.3756  25.2154  0  0  0.0015
Si  -0.2548  -2.6663  18.4761  0.0003  -0.0004  -0.001
Si  -3.3167  7.4603  18.5091  -0.0011  0.0003  -0.0027
Si  7.0103  3.097  19.4304  -0.0013  0.0017  -0.0006
Si  9.8286  4.1722  19.5319  -0.0019  -0.0003  -0.0027
Si  14.8428  -0.4622  20.2061  -0.0009  0.0004  -0.0014
Si  10.8319  4.6598  22.5231  -0.0005  0.0007  -0.001
Si  9.222  1.6183  20.5348  -0.0002  0.0006  -0.0016
Si  -7.7227  1.1691  22.6189  -0.0007  -0.0009  -0.002
Si  2.7618  -6.8684  23.5138  0.0003  -0.0001  0.0001
Si  -4.2493  6.6753  30.5397  -0.0019  -0.001  0.0043
Si  0.7563  1.9337  31.7229  -0.0003  0.0014  0.0044
Si  8.4837  10.5238  26.9771  0.001  -0.0004  0.0003
Si  -0.0372  -4.8173  27.4375  -0.0002  -0.0014  0.0009
Si  -2.8765  2.3336  25.9621  -0.0005  0.0001  0.0006
Si  3.5826  -0.6345  31.0584  -0.001  0.0012  0.0102
Si  -0.2437  2.4854  29.2124  0.0001  0.0002  0.0023
Si  7.4521  8.0775  27.8967  -0.0007  -0.0011  0.0014
Si  9.2622  14.0243  33.0804  -0.0003  0.0005  0.0022
Si  -1.9741  1.445  35.516  -0.0011  0.0012  0.0038
Si  -2.2479  4.1734  27.964  0.0018  -0.0004  0.0021
Si  1.5135  8.8588  20.756  -0.0003  -0.0005  -0.0029
Si  11.0528  -3.7515  24.4443  0.0002  -0.001  -0.0001
Si  11.2505  0.2185  22.0494  -0.0009  -0.0008  -0.0007
Si  12.7035  15.0895  28.3923  -0.0001  0  0.0014
Si  11.986  10.077  32.7159  -0.0005  0.0007  0.0028
Si  3.3882  3.1481  26.3259  -0.0006  0.0001  0.0012
Si  5.0031  -5.0701  33.7961  0.0002  -0.0007  0.0018
Si  -3.7377  7.8181  33.4919  0.0003  0.0004  0.0047
Si  2.215  -3.9086  29.0779  0.0012  0.0004  0.003
Si  -7.8701  -1.1648  28.1233  0.0004  -0.0034  0.0039
Si  6.9719  -1.0433  35.4836  0  0.0013  0.0046
Si  6.4477  3.9453  31.8922  -0.0003  0.0001  0.0041
Si  5.896  7.1757  25.655  0.0005  -0.0002  0.0003
Si  -7.0613  2.2426  32.1174  -0.0007  0.0004  0.0022
Si  0.5778  0.3334  27.2636  0.0009  -0.0005  0.0031
Si  1.453  9.1486  35.4796  0.0019  0.0005  0.0017
Si  3.9622  7.3968  31.3276  0.0011  -0.0002  0.0044
Si  0.1658  5.1075  34.4135  -0.0004  0.0003  0.0073
Si  13.8188  -7.0581  34.6476  -0.0014  -0.0009  0.004
Si  10.3033  7.9134  33.8054  0.0002  -0.0006  0.0015
O  -0.657  1.2439  -1.1843  -0.0002  0.0004  -0.0014
O  1.2471  -0.6016  -1.0109  -0.0007  -0.0023  0.0002
O  -3.4503  -2.3066  -1.2356  0.0014  -0.0018  -0.0029
O  2.6085  3.2456  -1.5024  -0.0002  0.0014  -0.0033
O  3.9631  5.0869  -2.8154  -0.0001  0.0015  -0.0009
O  -5.242  -0.3864  -1.5167  -0.0003  -0.0006  -0.0022
O  2.5669  8.1107  -1.602  -0.0012  0.0008  -0.0017
O  -0.0253  8.506  -2.3942  -0.0008  -0.0009  -0.0001
O  8.7195  -3.2588  -3.7792  -0.0019  0.0013  -0.0001
O  -0.1364  -12.7445  -4.9434  -0.0005  0.0011  0.0003
O  11.0853  6.5115  -4.0193  -0.0004  0.0009  0.0001
O  8.012  2.6581  -1.5277  -0.0002  -0.0001  -0.0031
O  6.4381  4.4572  -0.5087  0.0035  0.0026  0.0023
O  4.364  6.5871  -0.4477  -0.0048  -0.0006  0.0015
O  11.0892  5.2931  -1.5985  -0.002  0.0016  -0.0008
O  9.3483  6.8836  -0.5182  0.0013  0.0017  0.0102
O  1.1677  4.8652  16.1744  -0.0002  0.0009  0.004
O  2.6602  2.8359  15.3308  -0.0001  0.0028  -0.0059
O  -1.1342  -4.8162  15.9779  0.0007  0.0001  0.0025
O  4.4281  1.3397  16.4804  -0.0031  0.0026  0.0044
O  2.6606  8.1761  15.2408  -0.0014  -0.0007  -0.0034
O  0.4485  9.8218  15.6622  -0.0006  0.0003  0.0002
O  6.0287  7.8444  27.1415  0.0002  -0.0006  0.0007
O  -7.3736  5.4506  23.5712  0.0005  -0.0005  0.0009
O  4.1291  0.5063  21.5036  -0.0003  0.0007  0.0016
O  6.255  4.4954  16.0703  -0.0007  0.0017  0.0026
O  6.2522  -1.4771  15.9192  -0.0014  -0.0003  0.0027
O  8.1261  2.7457  15.3557  0.0011  0.0023  0.0017
O  8.14  7.9397  14.8618  0.0027  0.0009  -0.0031
O  10.2225  13.4841  19.7139  0.0001  -0.0003  0.0004
O  15.6023  6.2904  20.8697  -0.0021  0.0012  0.0015
O  7.0312  6.6453  19.7938  -0.0003  0.0008  0.0015
O  -2.6187  -6.7817  19.0335  0.0013  0.0003  -0.0003
O  -0.378  -10.1082  23.3703  -0.0002  -0.0004  -0.0003
O  -3.8626  6.7307  17.1686  0.0006  0.002  0.0023
O  4.5498  6.5074  16.085  -0.0002  0.0012  0.0028
O  -1.7178  7.5394  18.5174  0.0004  0  0.0018
O  -5.0523  13.5256  18.4066  0.001  0.0009  0.0011
O  10.6714  -1.0839  18.0735  0.0003  0.0005  0.0025
O  8.7508  2.145  21.9842  0.0005  -0.0002  0.0006
O  7.7535  1.6801  19.8161  0.0008  -0.0012  0.0016
O  11.4954  7.229  17.5004  0  0.0011  0.0007
O  6.7477  11.407  17.4549  -0.001  0.001  -0.0001
O  3.5726  2.7166  22.9305  0.0004  0.0017  0.0015
O  8.5151  1.773  24.5742  -0.0011  -0.0013  0.0002
O  4.5438  0.3042  18.9095  -0.0013  -0.0021  0.0031
O  10.0343  1.1061  16.2781  -0.0007  -0.0005  0.0038
O  7.0276  8.9934  18.4586  -0.0008  0.0007  0.003
O  14.067  0.2387  23.9767  0  -0.0012  0.0031
O  10.1622  0.3183  20.8123  -0.0007  -0.0013  -0.0005
O  8.6889  9.8583  16.5585  -0.0007  0.0001  0
O  12.5544  1.1784  21.9426  -0.0025  -0.0005  0.0005
O  14.8158  1.6871  25.9618  0  -0.0007  0.0008
O  10.6032  4.9199  18.341  -0.0014  0.0007  0.0012
O  -3.1265  9.658  28.1517  0.0002  0.0003  0.0013
O  -3.873  4.375  27.9383  0.0003  0.0004  0.0008
O  -0.2046  -4.8167  23.2957  0  -0.0007  0.0007
O  2.4825  -3.2759  21.0143  -0.0007  0  -0.0005
O  -1.0864  8.1991  24.348  0.0002  0.0002  -0.0002
O  0.891  9.5634  22.0916  -0.0008  0.0009  0.0003
O  6.557  2.9968  25.7385  -0.0005  -0.0003  0
O  -4.4728  5.6431  25.701  0.0005  0.0002  -0.0004
O  1.7878  -3.42  24.2558  -0.0007  0  0.0009
O  5.1772  5.407  18.3869  -0.0008  0.0002  -0.0001
O  2.39  -0.8753  19.9758  -0.0004  0.0002  0.0002
O  3.8069  -0.5919  29.4376  -0.0002  0.0002  -0.0006
O  0.2875  8.2135  19.9714  -0.0009  0.0015  0.0003
O  6.9976  7.4879  31.9084  -0.0015  0.0001  -0.0016
O  15.0009  7.903  22.8999  0.0004  0  0.0038
O  -4.6706  4.1165  20.4475  0.0006  0  0.0007
O  1.4478  0.5777  25.9078  -0.0007  -0.0001  0.0015
O  0.8712  -6.132  27.2128  -0.0006  0.0005  0.0007
O  -1.4625  -5.3042  28.0297  0.0001  0.0003  0.0014
O  -2.9401  12.0322  27.0618  -0.0004  -0.001  0.0023
O  -0.3018  13.9646  32.1402  -0.0004  0.0002  0.0006
O  -9.3593  21.2308  28.2498  -0.0001  -0.0004  0.0009
O  10.1806  3.5343  23.5007  0.0002  0.0008  0.0009
O  2.4603  3.6579  25.0838  -0.0004  0.0002  0.0009
O  10.1776  4.7959  21.0214  0.0007  0.0002  0.0042
O  0.0172  -4.1822  25.9781  0  0.0007  0.0009
O  -0.7873  -0.491  27.0723  -0.0001  -0.0007  0.0016
O  -5.8205  6.9158  30.235  -0.0018  0.0008  0.0003
O  0.6571  6.9871  28.5932  -0.0017  0.0004  0.001
O  0.8259  3.6763  29.5366  -0.0001  0.0003  0.0004
O  7.4882  -3.6252  29.2905  0.0016  0.0016  -0.0015
O  1.9999  -0.8478  31.3718  0.0001  -0.0002  0.0009
O  4.0717  6.4746  32.6423  0.0005  0.0013  -0.0018
O  4.699  -1.8917  20.529  0.0006  0.0003  -0.0004
O  13.6333  16.3253  28.8665  0.0006  -0.0001  -0.0006
O  5.9821  4.6621  33.2455  -0.0005  0.0001  0.0009
O  6.9973  7.8284  24.6203  0.0005  -0.0004  -0.0003
O  4.3024  8.9393  31.6887  0.0005  -0.0011  0.0006
O  -5.746  3.0258  31.4832  -0.0005  0  -0.0004
O  -6.3466  4.217  26.7008  -0.0014  0.0004  0.0005
O  -1.7223  3.1651  29.1348  -0.001  0.0001  0.0009
O  -2.7444  9.9433  25.5034  -0.0007  0.0003  0.0005
O  9.6206  4.4086  34.0369  -0.0015  -0.0001  0.0004
O  2.4896  18.1619  30.6499  -0.0009  -0.0005  -0.0003
O  14.4496  -0.7631  26.6333  0.0004  -0.001  0.0003
O  2.6328  2.9852  27.7477  -0.0007  -0.0003  0.0006
O  8.5497  7.6941  26.7259  0.0003  0.0004  -0.0001
O  12.394  4.2367  22.5061  0.0002  0.0005  0.0001
O  6.827  5.0762  30.7749  -0.0003  0.0022  0.0004
O  7.8605  3.2123  32.2523  -0.0015  0.0001  -0.0003
O  2.3016  2.4463  31.5049  -0.0001  0.0009  -0.0009
O  15.1994  7.2621  25.3053  0.0002  0.0003  0.0024
O  -1.6614  1.8086  33.9873  -0.0004  0.0003  0.0004
O  1.9668  -1.1539  34.0544  -0.0016  0.0004  0.0002
O  3.6427  -8.1682  33.6731  -0.0001  -0.0004  -0.0005
O  6.7743  -1.5449  33.9537  -0.0009  0.0005  -0.0003
O  0.1055  12.6533  27.8132  -0.0007  -0.0011  -0.0016
O  0.0579  12.2614  30.3523  -0.0007  -0.0015  -0.0014
O  -1.897  3.493  26.5261  0.0001  0  -0.0005
O  -6.7372  0.6728  31.8352  -0.0008  -0.0008  0.0003
O  -4.8119  6.9112  34.339  -0.0006  -0.0003  -0.0001
O  4.0362  1.3707  37.1143  -0.003  -0.0012  -0.0042
O  8.1486  0.0386  35.5493  -0.0002  0.0002  -0.0005
O  1.5089  15.1584  34.0198  -0.0002  -0.0004  -0.0004
O  11.5546  11.632  32.8286  -0.001  0.001  -0.001
O  2.9801  -2.7814  28.2042  0  -0.0006  0.0001

Results
free energy: -163106.446 eV
free energy less fixed offsets of O -570.45, Si -639.56 eV per atom: 2.434 eV

The program warned: the cutoff lies below the one the program advises for these potential files; the forces do not sum to zero within the program's tolerance; empty levels may hold ghost states of the PAW files; the exchange-correlation potential is rough where the density is thin.
